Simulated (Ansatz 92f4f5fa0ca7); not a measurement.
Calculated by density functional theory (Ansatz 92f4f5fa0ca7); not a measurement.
Periodic cell of 222 atoms, Si134O80N8, from a study of silicon, its oxide and their interface. The atomic structure is a simulated model.
Doubt: the cutoff is far below the 930 eV that the study's wrapper takes by default for these files, so forces and energies are approximate.
This geometry differs little from another in the collection (a relaxation step or a small displacement).

Settings: functional PBE; potential files Ansatz PAW; basis plane waves; wave-function cutoff 580 eV; density cutoff ratio 5; exchange-correlation grid ratio 1; k mesh 1 x 1 x 1, Gamma-centred; self-consistency stop 5e-08 eV per atom in the density residual; occupations fixed; spin none; net charge 0.

Cell vectors (angstrom)
a  10.938  0  0
b  0  10.938  0
c  0  0  31.4371

Atoms: element, x, y, z (angstrom)
Si  0.0783  -0.1605  24.0426
Si  5.6754  -0.1127  24.1615
Si  3.3658  2.1675  23.6836
Si  8.1611  2.9307  23.9812
Si  0.2089  5.5686  24.2414
Si  5.7852  5.0732  23.9095
Si  2.4699  8.6079  23.9644
Si  8.0508  8.6613  23.6721
Si  1.4911  1.3849  25.118
Si  6.9738  1.3983  25.3591
Si  4.2143  3.9092  25.2185
Si  9.6838  4.1123  25.3413
Si  1.5093  6.9971  25.4569
Si  6.8822  6.8983  25.0161
Si  4.1491  9.5471  25.3608
Si  9.5424  9.5434  25.3384
Si  2.7382  0.0099  26.6394
Si  8.2411  -0.019  26.7061
Si  0.0978  2.6947  26.6233
Si  5.5293  2.6866  26.7023
Si  2.8238  5.3968  26.6226
Si  8.2013  5.5127  26.5759
Si  -0.0188  8.2114  26.722
Si  5.5126  8.119  26.612
Si  4.1018  1.3673  28.0189
Si  9.5708  1.3673  28.0189
Si  1.3673  4.1018  28.0189
Si  6.8362  4.1018  28.0189
Si  4.1018  6.8362  28.0189
Si  9.5708  6.8362  28.0189
Si  1.3673  9.5708  28.0189
Si  6.8362  9.5708  28.0189
Si  0  0  29.3861
Si  5.469  0  29.3861
Si  2.7345  2.7345  29.3861
Si  8.2035  2.7345  29.3861
Si  0  5.469  29.3861
Si  5.469  5.469  29.3861
Si  2.7345  8.2035  29.3861
Si  8.2035  8.2035  29.3861
Si  1.3673  1.3673  30.7534
Si  6.8362  1.3673  30.7534
Si  4.1018  4.1018  30.7534
Si  9.5708  4.1018  30.7534
Si  1.3673  6.8362  30.7534
Si  6.8362  6.8362  30.7534
Si  4.1018  9.5708  30.7534
Si  9.5708  9.5708  30.7534
Si  2.7345  0  0.6835
Si  8.2035  0  0.6835
Si  0  2.7345  0.6835
Si  5.469  2.7345  0.6835
Si  2.7345  5.469  0.6835
Si  8.2035  5.469  0.6835
Si  0  8.2035  0.6835
Si  5.469  8.2035  0.6835
Si  4.1018  1.3673  2.0507
Si  9.5708  1.3673  2.0507
Si  1.3673  4.1018  2.0507
Si  6.8362  4.1018  2.0507
Si  4.1018  6.8362  2.0507
Si  9.5708  6.8362  2.0507
Si  1.3673  9.5708  2.0507
Si  6.8362  9.5708  2.0507
Si  0  0  3.418
Si  5.469  0  3.418
Si  2.7345  2.7345  3.418
Si  8.2035  2.7345  3.418
Si  0  5.469  3.418
Si  5.469  5.469  3.418
Si  2.7345  8.2035  3.418
Si  8.2035  8.2035  3.418
Si  1.2556  1.4035  4.8329
Si  6.8486  1.3785  4.7948
Si  4.0551  4.1907  4.722
Si  9.5329  4.1442  4.758
Si  1.2464  6.9035  4.7885
Si  6.7371  6.8338  4.818
Si  4.1187  9.5712  4.7684
Si  9.6239  9.5329  4.8162
Si  2.6935  -0.0397  6.0681
Si  8.2663  -0.0229  6.1281
Si  -0.2191  2.7941  6.2492
Si  5.4292  2.8414  6.0381
Si  2.6053  5.5092  6.0405
Si  7.9992  5.2909  6.1182
Si  -0.0804  8.1544  6.3735
Si  5.4118  8.2426  6.2627
Si  3.9236  1.5922  7.2173
Si  9.1195  1.5896  7.6563
Si  1.5862  3.8447  7.3967
Si  6.8344  3.7312  7.732
Si  3.6849  7.075  7.4115
Si  9.0567  6.8511  7.4652
Si  1.6061  9.4529  7.5747
Si  7.1215  9.4033  7.5001
O  6.8279  9.8058  23.394
O  1.3751  4.6908  23.4713
O  2.745  2.6755  7.6386
O  4.1516  6.0609  8.6008
N  7.5237  2.1459  8.3323
O  3.6691  4.0117  10.2253
O  6.8045  10.3697  8.8319
O  1.3069  4.3249  8.9633
O  8.008  6.7736  10.6268
N  9.2852  -2.1823  11.9833
N  6.4561  4.7237  9.2146
O  4.8189  1.1741  8.5449
O  2.6756  8.2544  8.0408
O  5.1614  5.1509  22.4021
O  10.0472  11.1903  22.7429
O  -1.9874  8.3529  22.2444
N  2.8521  5.6765  21.204
N  4.4857  0.7597  23.1294
N  11.7925  8.0514  21.2363
O  7.0657  4.0874  23.6484
O  -0.6039  6.465  23.1486
Si  8.5324  8.0614  18.118
Si  0.656  -3.918  14.7551
Si  10.8064  -1.258  12.0118
Si  6.6818  12.1375  12.2609
Si  6.3461  0.9965  9.1247
Si  -1.5196  12.2191  21.6322
Si  5.1961  7.4944  12.0725
Si  12.2472  9.7596  21.5343
Si  6.3975  15.551  16.4437
Si  2.2754  7.9391  12.4556
Si  11.7892  1.3077  19.903
Si  8.1263  0.0401  19.0068
Si  13.4336  7.37  21.18
Si  8.7795  8.6521  15.1779
Si  16.1316  11.5571  17.7642
Si  11.4745  11.6618  9.7256
Si  12.9677  3.5517  10.2318
Si  4.4954  -5.7729  20.9286
Si  14.8307  2.2995  19.6914
Si  15.4451  9.0732  19.4128
Si  10.9469  6.4879  17.4887
Si  10.4509  1.3401  17.1895
Si  9.1772  13.5416  14.8464
Si  4.8078  5.1971  9.8066
Si  8.0136  5.3368  9.8529
Si  10.226  7.3589  21.7912
Si  1.9339  4.4001  21.9758
Si  8.1648  14.6939  12.4147
Si  9.2432  4.0822  17.4524
Si  9.1207  7.0223  11.8137
Si  6.9083  5.8356  13.7006
Si  16.9927  1.9259  15.1186
Si  -0.433  11.028  14.6875
Si  18.5951  9.1912  12.5678
Si  4.317  10.9787  21.5237
Si  -0.2713  5.0698  19.8881
Si  -4.8976  6.6031  18.6435
Si  22.7654  5.5097  12.2508
O  9.8068  6.2621  20.6314
O  6.7292  4.446  12.833
O  9.1283  14.7899  13.7669
O  2.8433  3.0432  22.3243
O  8.2343  -1.5889  19.0607
O  5.5548  3.4007  15.7075
O  5.459  0.7634  16.1323
N  -1.0601  2.8113  16.4461
O  0.6038  10.6555  20.3375
O  16.3969  8.116  18.5002
O  10.1126  18.6822  14.8199
O  9.8127  -5.4486  16.8425
O  6.6514  0.5126  18.505
O  2.3249  1.9817  20.0107
O  7.4559  -0.1718  12.5961
O  0.6347  4.3004  20.9914
O  9.205  10.2115  15.201
O  -2.2594  4.3023  10.9585
O  11.6642  16.6896  18.7605
O  2.7943  10.4438  21.3352
O  6.0647  12.101  10.7438
O  9.1501  5.6814  8.6907
O  9.2073  11.5072  17.9138
O  13.1462  6.4056  11.9002
O  7.5589  8.6162  14.1006
O  5.5817  6.7487  13.4753
O  9.6801  4.0443  19.0492
O  8.4327  0.595  20.5231
N  12.1769  9.7212  23.3002
O  4.3586  12.9227  18.1564
O  10.7907  0.0477  11.0451
O  10.0721  12.4484  14.0472
O  17.3354  8.554  11.7327
O  14.1013  7.9256  22.6108
O  10.152  7.7991  18.0673
O  7.9396  13.1346  12.1552
O  7.0501  5.5605  15.2862
O  0.5837  1.634  18.3478
O  4.3559  3.8017  20.059
O  18.5551  4.002  17.3489
O  12.7463  7.9437  14.0363
O  16.479  16.5195  17.4548
O  -0.4023  6.263  11.5639
O  14.1691  8.1197  19.8935
O  10.1807  12.2108  8.8861
O  10.6718  1.9955  20.8735
O  8.1057  8.1373  7.9713
O  7.6727  6.7716  18.6614
O  12.1209  8.7937  11.587
O  5.062  6.2898  10.9864
O  8.3514  6.3914  13.1259
O  12.179  10.4447  8.8578
O  0.3428  0.4348  16.0867
O  5.6681  12.5192  13.528
O  8.6004  2.3954  22.4871
O  12.194  4.0528  11.6142
O  19.0016  -2.6538  16.5763
O  11.5634  5.61  13.8828
O  7.6833  1.9948  15.1296
O  14.7648  8.3837  12.2458
O  11.2309  -11.6703  13.5123
O  12.0341  17.7401  16.3173
O  5.4953  6.1112  20.0865
O  15.6996  1.2967  20.6083
O  15.1878  10.3048  18.3228
O  16.0902  9.7118  20.8187
O  12.5538  1.9275  10.1251

Results
free energy: -133758.827 eV
free energy less fixed offsets of N -385.13, O -568.88, Si -635.61 eV per atom: 4.353 eV

Forces (eV/angstrom), in the order of the atoms: element, x, y, z
Si  -0.0114  -0.0116  -0.0196
Si  0.0177  0.0098  -0.0042
Si  -0.0006  -0.0036  -0.0012
Si  0.0054  -0.0017  0.0121
Si  0.0062  0.0147  -0.0028
Si  0.0023  -0.0054  -0.0116
Si  0.007  0.0055  -0.0097
Si  -0.0073  0.0007  -0.0166
Si  0.0101  0.0221  0.0086
Si  -0.0031  -0.0069  -0.0097
Si  -0.0069  -0.001  0.0016
Si  -0.0068  -0.0049  0
Si  -0.0009  -0.015  0.004
Si  0.0002  0.0069  0.0036
Si  -0.0198  0.0045  -0.0111
Si  0.0008  -0.0029  0.0134
Si  -0.0035  -0.0088  0.0027
Si  0.003  -0.0004  -0.0021
Si  0.002  -0.0042  -0.0028
Si  0.0019  0.0014  -0.0002
Si  0.0024  0.0027  -0.0044
Si  -0.0062  -0.0064  -0.0006
Si  -0.0074  0.0045  -0.0074
Si  0.0128  -0.0147  0.0088
Si  -0.0399  -0.1233  0.1663
Si  0.5792  -0.0117  0.035
Si  0.2521  0.0143  -0.1171
Si  0.1757  0.4315  -0.0759
Si  0.4887  -0.5882  -0.0787
Si  -0.2878  -0.2334  0.1456
Si  -0.0788  0.3906  0.1865
Si  -0.1739  -0.2713  -0.0899
Si  0.0613  0.0903  0.0714
Si  -0.1533  -0.072  -0.032
Si  0.067  0.0746  0.0158
Si  0.1372  0.201  -0.0533
Si  -0.0693  0.0137  -0.0529
Si  -0.0296  0.0885  0.0605
Si  -0.0617  0.0279  -0.0937
Si  -0.0125  -0.014  0.0273
Si  -0.0014  0.0082  -0.0115
Si  -0.0327  -0.0751  -0.0282
Si  0.0298  -0.036  -0.0193
Si  0.027  -0.0561  0.0154
Si  -0.0175  -0.061  -0.0248
Si  -0.0015  -0.0594  -0.0067
Si  0.1299  0.0347  -0.0108
Si  0.0302  0.0008  -0.0307
Si  -0.0532  -0.0318  -0.0087
Si  0.0731  -0.0099  0.0064
Si  0.0064  0.0087  0.0337
Si  -0.0654  0.1168  0.0372
Si  0.0235  0.0426  -0.0025
Si  -0.0118  0.0726  -0.0019
Si  -0.0513  0.0512  0.0331
Si  -0.0905  -0.0059  0.0239
Si  0.0172  -0.1333  0.0499
Si  -0.0801  -0.0622  0.0095
Si  0.0232  -0.0086  0.0064
Si  0.0398  -0.0252  0.0325
Si  -0.0133  -0.1397  -0.0395
Si  -0.0204  -0.181  -0.0352
Si  0.1038  0.0988  0.0213
Si  -0.0191  0.0651  0.037
Si  0.0168  -0.1396  -0.0066
Si  0.1324  0.1381  -0.0067
Si  -0.4107  -0.0237  0.2405
Si  0.0877  -0.0734  -0.1385
Si  -0.2981  0.3057  -0.2261
Si  -0.249  0.4189  -0.5883
Si  -0.1374  -0.0128  0.1074
Si  -0.0292  -0.2216  0.4919
Si  0.0018  0.0063  0.0004
Si  0.0001  0.0008  -0.0013
Si  0.0137  -0.0064  0.0049
Si  -0.0058  0.0041  -0.0005
Si  -0.001  0.0051  0.0011
Si  0.0058  0.0025  0.0022
Si  -0.005  -0.0003  0.0024
Si  -0.0026  0.0073  0.0003
Si  0.0007  0.0014  -0.0003
Si  0.0008  -0.0116  -0.0037
Si  0.0162  -0.0053  -0.0078
Si  -0.012  0.0099  -0.0201
Si  -0.004  -0.0013  0.002
Si  -0.0117  -0.0059  -0.0134
Si  0.0123  0.0009  0.0005
Si  0.0094  0.003  0.0017
Si  -0.0078  -0.0076  0.011
Si  -0.0109  0.0109  0.0302
Si  0.0069  -0.0006  0.0068
Si  0.0287  0.0044  0.0276
Si  -0.0079  0.0003  0.0126
Si  -0.0005  -0.0001  0.0171
Si  -0.0013  -0.0027  -0.0008
Si  -0.0016  -0.0015  0.0005
O  0.0039  0  0.0117
O  0.0003  -0.0008  -0.0084
O  0.0019  0.001  -0.0034
O  0.0008  -0.0015  -0.0014
N  -0.0012  -0.0059  -0.0021
O  0.001  0.0006  -0.0002
O  0.0005  -0.0081  -0.0028
O  -0.0012  0.0004  -0.0028
O  -0.0004  -0.0009  0.0005
N  -0.0013  -0.0016  -0.0023
N  -0.0013  -0.0062  -0.0108
O  -0.0096  0.0017  -0.004
O  0.0028  -0.002  -0.0065
O  -0.0003  0.0007  0.0084
O  0.0062  -0.006  0.0067
O  -0.0003  0.0003  0.0008
N  0.0058  -0.0004  0.003
N  -0.0044  0.0028  0.0027
N  0.003  0.0037  0.0007
O  -0.0182  0.0102  -0.0049
O  -0.0013  0.004  -0.0121
Si  -0.0007  -0.0006  0.0001
Si  -0.0005  -0.0005  -0.0001
Si  0.0011  -0.0019  -0.0007
Si  0.0039  0.0021  -0.0066
Si  0.0055  0.0042  -0.0096
Si  -0.0008  0.0005  -0.002
Si  -0.0012  -0.0009  -0.0006
Si  0.0001  0.0036  -0.0009
Si  -0.0002  -0.0008  0.0003
Si  0.0004  -0.0011  -0.0026
Si  0.0013  0.0002  0.0023
Si  -0.0006  -0.0008  0.0005
Si  -0.0025  -0.0029  -0.0018
Si  0.0002  -0.0014  0.0004
Si  -0.0007  0.0003  0.0012
Si  0.0016  -0.0023  -0.0042
Si  -0.0006  0.0001  -0.0017
Si  0.0029  -0.0003  -0.0026
Si  -0.0008  -0.0024  0
Si  0.002  0.0025  0.0004
Si  0.0005  -0.0002  0.0001
Si  0.0001  -0.0004  0.0004
Si  -0.0001  0  -0.0003
Si  0.0036  0.0017  0.0011
Si  -0.0038  -0.005  -0.0065
Si  -0.0013  -0.0104  0.0136
Si  -0.0086  -0.0031  0.0045
Si  -0.0005  -0.0011  -0.0027
Si  -0.0005  0.0003  -0.0004
Si  0.0032  0.0014  0.0009
Si  -0.0004  -0.0008  0.0001
Si  0.0005  0.0008  0.0006
Si  -0.0007  0.0011  -0.0001
Si  -0.0008  0.0003  -0.0007
Si  -0.001  0.0002  -0.0028
Si  -0.0004  -0.0015  0.0003
Si  0.0004  -0.0014  0.0001
Si  0.0009  0.0009  -0.0011
O  0.0006  0.0026  0.0014
O  0.0001  -0.0005  0
O  -0.0006  -0.0012  -0.0002
O  0.0015  0.0007  0.0007
O  0.0001  -0.0001  -0.0014
O  -0.0005  -0.0003  -0.0005
O  -0.0003  -0.0005  -0.0007
N  -0.0004  -0.0007  -0.0001
O  -0.0007  -0.0026  0.0011
O  -0.0009  0.0003  -0.0009
O  -0.0006  0.0003  -0.0003
O  0  -0.0007  -0.0005
O  0.0011  -0.0003  -0.0015
O  -0.0018  0.0007  -0.0022
O  -0.001  0.0059  -0.0016
O  0.0045  -0.0021  0.0003
O  0.0004  0.0006  -0.0004
O  -0.0001  -0.0004  0.0016
O  -0.0013  -0.0003  -0.001
O  -0.0011  -0.0015  -0.002
O  0.0037  0.0006  0.0099
O  -0.0014  0.0055  -0.0081
O  0.0001  -0.0001  -0.0015
O  -0.0002  0.0005  0.0011
O  0  -0.0007  -0.0012
O  -0.0004  0.0007  -0.0005
O  0.0008  0.0009  -0.0003
O  0.0013  0.0008  0.0011
N  0.0059  -0.0026  0.0043
O  -0.0004  -0.0003  -0.0009
O  -0.0003  0.0012  0.0013
O  0.0007  -0.0015  0.0009
O  -0.0002  0.0001  -0.0004
O  -0.0016  0.002  0.0007
O  -0.0006  0.0002  -0.001
O  -0.0078  -0.0055  0.0014
O  0.0002  0.0001  -0.001
O  0.0013  -0.0008  0.0004
O  0.0007  0.0032  -0.0001
O  0.0002  -0.0001  -0.0005
O  0.0007  0.0004  0.0003
O  0.0002  0.0003  -0.0003
O  -0.0006  -0.0009  0.0003
O  -0.003  -0.0021  0.0013
O  -0.0088  0.0031  -0.0125
O  -0.0001  0.0004  -0.0028
O  -0.0055  0.0042  -0.0034
O  0.0001  -0.0004  -0.0017
O  -0.0006  0.0003  0.0007
O  -0.0015  -0.0007  0.0002
O  0.0007  0.0006  -0.0007
O  -0.0003  -0.0012  0.0005
O  -0.0013  0  -0.0015
O  0.0003  -0.0006  -0.0021
O  0.0002  0.0002  -0.0019
O  0.0002  -0.001  -0.0008
O  0.0006  -0.0001  -0.0004
O  -0.0002  -0.0005  -0.0011
O  -0.0006  -0.0002  -0.0004
O  -0.0001  -0.0005  0.0008
O  0.0002  -0.0002  0.0004
O  -0.0008  0.0001  -0.0006
O  -0.0026  -0.0007  0.0006
O  0  -0.0019  -0.0006
O  -0.0005  -0.0011  -0.0013
O  0.0006  -0.0009  0.0001
O  -0.0007  -0.0008  0.0012

The program warned: the cutoff lies below the one the program advises for these potential files; the forces do not sum to zero within the program's tolerance; the exchange-correlation potential is rough where the density is thin.
